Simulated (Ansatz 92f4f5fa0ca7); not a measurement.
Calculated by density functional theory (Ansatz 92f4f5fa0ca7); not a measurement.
Periodic cell of 208 atoms, Si128O80, from a study of silicon, its oxide and their interface. The atomic structure is a simulated model.
Doubt: the cutoff is far below the 930 eV that the study's wrapper takes by default for these files, so forces and energies are approximate.

Settings: functional PBE; potential files Ansatz PAW; basis plane waves; wave-function cutoff 580 eV; density cutoff ratio 5; exchange-correlation grid ratio 1; k mesh 1 x 1 x 1, Gamma-centred; self-consistency stop 5e-08 eV per atom in the density residual; occupations fixed; spin none; net charge 0.

Cell vectors (angstrom)
a	10.938	0	0
b	0	10.938	0
c	2.8891	4.7089	30.2566

Atoms and the computed forces on them: element, x, y, z (angstrom), force x, y, z (eV/angstrom)
Si	3.8189	3.9323	22.6522	0.4869	-0.4649	-0.1353
Si	6.7674	6.2577	22.7365	0.0783	0.1206	-0.2833
Si	4.4875	8.4008	22.6558	0.0733	-0.032	-0.181
Si	7.0833	0.3182	22.8699	-0.1451	-0.1771	-0.3492
Si	-1.2925	2.6362	22.523	0.2126	0.037	-0.1
Si	2.0633	5.6138	22.6539	-0.5162	0.4552	-0.2491
Si	9.4142	9.1746	22.8711	-0.1902	-0.153	-0.429
Si	1.1761	0.7211	22.7093	-0.1014	0.1303	-0.2131
Si	5.5482	4.721	24.0723	-0.0334	0.1254	0.0522
Si	8.3252	7.4518	24.088	-0.0335	0.0228	-0.1334
Si	5.5262	-0.8902	24.0941	-0.0992	-0.1126	-0.276
Si	8.251	1.8237	24.1786	-0.0659	0.0559	-0.019
Si	0.345	4.8347	24.119	-0.0827	-0.1819	-0.1423
Si	2.9174	7.3237	24.0419	0.0185	0.1364	0.0548
Si	11.0478	10.2067	24.1959	0.1032	-0.0707	-0.0253
Si	2.863	2.0434	23.8792	-0.1607	-0.0876	-0.0691
Si	4.2666	6.075	25.5086	-0.0045	-0.0479	0.0387
Si	6.9686	8.7938	25.4942	0.092	0.0428	-0.0383
Si	4.2018	0.6243	25.3686	0.0768	0.1207	0.0122
Si	6.9592	3.3535	25.4258	0.0222	0.043	0.0661
Si	9.765	6.1075	25.4299	-0.0436	0.0641	0.1746
Si	12.4758	8.7711	25.4197	0.1068	-0.0372	0.0482
Si	9.709	11.5465	25.5354	-0.018	0.011	0.2425
Si	1.5604	3.3158	25.4647	0.061	0.0418	-0.1302
Si	2.8891	4.7089	26.8383	0.1284	-0.1461	0.1709
Si	5.6236	7.4434	26.8383	-0.0379	-0.0313	0.3735
Si	2.8891	-0.7601	26.8383	-0.0944	0.0347	-0.5519
Si	5.6236	1.9744	26.8383	-0.2131	-0.1368	-0.4937
Si	8.3581	4.7089	26.8383	0.1527	0.0883	-0.5593
Si	11.0926	7.4434	26.8383	0.0609	0.1686	-0.0443
Si	8.3581	10.1779	26.8383	-0.2119	-0.1541	0.3341
Si	11.0926	1.9744	26.8383	0.0876	0.1685	0.1368
Si	1.3673	-1.3673	3.418	0.0831	-0.0738	0.0615
Si	4.1018	1.3673	3.418	0.145	0.1528	-0.2343
Si	1.3673	4.1018	3.418	0.0609	0.1676	0.1048
Si	4.1018	-4.1018	3.418	0.1156	0.1616	-0.3113
Si	6.8362	-1.3673	3.418	-0.1659	-0.1083	0.3665
Si	-1.3673	1.3673	3.418	-0.1015	0.0605	0.0545
Si	6.8362	4.1018	3.418	0.3169	0.1073	0.6153
Si	-1.3673	-4.1018	3.418	-0.052	-0.2396	-0.0688
Si	2.6935	0.0759	4.7604	-0.0747	0.0919	-0.0708
Si	5.5061	2.6848	4.8037	-0.0289	-0.0362	-0.0221
Si	2.8223	5.4536	4.7668	-0.0205	-0.0224	-0.061
Si	5.4114	-2.7377	4.8242	0.0249	0.031	-0.0511
Si	-2.7275	-0.003	4.808	-0.0946	0.0618	-0.1326
Si	-0.0787	2.8061	4.7837	-0.0026	-0.026	-0.1594
Si	8.2363	5.517	4.8932	0.0113	0.0548	0.0681
Si	0.067	-2.8449	4.758	0.0884	-0.18	-0.156
Si	1.4416	1.6091	6.0736	-0.0632	0.0137	0.1845
Si	4.1886	4.0957	6.1463	0.0943	0.0042	0.2111
Si	1.4535	-4.2257	6.1837	-0.1137	0.0476	0.0484
Si	4.036	-1.2538	6.1033	-0.149	-0.1806	-0.032
Si	-4.0441	1.3807	6.2474	-0.0017	-0.0428	-0.0047
Si	-1.2817	4.1615	6.3455	0.0834	-0.0537	0.0373
Si	6.6987	-4.1596	6.2604	0.0105	-0.1145	0.1009
Si	-1.3103	-1.4535	5.9921	-0.1582	-0.3253	-0.0814
Si	-0.0471	-0.5432	7.6116	0.3991	0.3063	0.3899
Si	2.4595	3.2199	7.4217	0.3555	-0.2582	0.1204
Si	0.7066	-6.0268	7.6054	-0.2683	0.1373	-0.1565
Si	2.4713	-2.4662	7.3801	-0.1743	-0.0132	0.3338
Si	5.5552	-0.1295	7.5017	0.2278	-0.1366	0.5696
Si	-2.8645	2.9407	7.6541	-0.0349	0.1537	0.2727
Si	5.7562	5.1039	7.6169	-0.1168	-0.1145	-0.1462
Si	-3.4453	-2.6783	7.9071	0.0068	0.1928	0.0558
Si	4.2564	3.3417	28.2056	-0.0593	0.0575	-0.0047
Si	6.9909	6.0762	28.2056	-0.0302	0.0642	-0.015
Si	4.2564	-2.1273	28.2056	0.1349	0.0144	-0.0084
Si	6.9909	0.6072	28.2056	-0.0033	-0.0825	-0.0464
Si	9.7254	3.3417	28.2056	0.0497	-0.0112	-0.0235
Si	12.4599	6.0762	28.2056	-0.0257	-0.0709	-0.0467
Si	9.7254	8.8107	28.2056	0.006	0.0249	0.0147
Si	1.5219	0.6072	28.2056	-0.1063	-0.043	-0.0187
Si	5.6236	4.7089	29.5728	0.0558	-0.0838	-0.0221
Si	8.3581	7.4434	29.5728	0.0196	-0.0567	-0.0012
Si	5.6236	-0.7601	29.5728	-0.0075	0.0675	0.0118
Si	8.3581	1.9744	29.5728	-0.0378	0.0111	-0.02
Si	11.0926	4.7089	29.5728	-0.0287	0.0634	-0.0101
Si	2.8891	7.4434	29.5728	-0.0844	0.0064	-0.0323
Si	0.1546	-0.7601	29.5728	-0.0132	0.0298	0.0069
Si	2.8891	1.9744	29.5728	0.0804	-0.0362	-0.023
Si	1.3673	1.3673	0.6835	0.0801	-0.0068	0.0041
Si	4.1018	4.1018	0.6835	-0.0324	-0.0161	0.013
Si	1.3673	-4.1018	0.6835	-0.0705	0.0026	0.0209
Si	4.1018	-1.3673	0.6835	0.01	0.0022	0.0117
Si	6.8362	1.3673	0.6835	-0.0199	0.0224	0.0331
Si	-1.3673	4.1018	0.6835	0.0562	-0.0268	0.0078
Si	6.8362	-4.1018	0.6835	0.0275	-0.0349	0.0072
Si	9.5708	-1.3673	0.6835	-0.0575	0.0045	0.0012
Si	0	0	2.0507	-0.0519	-0.0406	0.0356
Si	2.7345	2.7345	2.0507	0.0463	0.0126	0.0236
Si	0	-5.469	2.0507	-0.0119	0.0019	-0.034
Si	2.7345	-2.7345	2.0507	0.0831	0.0677	-0.025
Si	5.469	0	2.0507	-0.0909	-0.0657	0.0073
Si	8.2035	2.7345	2.0507	-0.0164	-0.0405	-0.0014
Si	5.469	5.469	2.0507	0.0622	0.1403	0.0492
Si	8.2035	-2.7345	2.0507	0.0116	0.0011	0.0665
Si	3.3417	6.1097	15.6719	0.0687	-0.0694	-0.0611
Si	-1.3555	1.0351	9.7784	0.2035	0.0045	0.1913
Si	1.0864	-0.9011	18.1382	-0.2594	0.0652	-0.1937
Si	4.0868	4.4197	13.3171	0.0765	0.0104	0.1735
Si	0.411	6.0097	20.0005	-0.1941	-0.2032	-0.3514
Si	7.5886	0.0335	12.0171	-0.1657	-0.0584	0.2853
Si	3.671	1.2781	9.6734	-0.0992	-0.064	0.1362
Si	4.7556	3.5074	19.5885	-0.0859	0.152	-0.5111
Si	2.1742	4.3503	17.9802	0.0351	-0.0473	-0.2182
Si	3.9109	-4.1593	9.618	-0.0018	-0.013	-0.0776
Si	10.0446	8.7947	19.8844	-0.0874	0.2184	-0.3118
Si	7.4304	1.4831	16.6349	-0.0043	0.0402	-0.0569
Si	2.0533	1.565	16.4384	-0.026	0.0049	-0.1259
Si	0.8513	-4.0422	13.9281	-0.0433	0.027	0.0317
Si	10.2677	8.5094	16.123	-0.0986	0.0695	-0.1142
Si	5.3934	-3.8549	12.2141	0.1206	-0.0629	0.3218
Si	7.3066	9.806	18.5713	0.0269	0.0485	-0.248
Si	4.9466	1.6274	12.5415	0.1836	-0.0338	0.3177
Si	7.5264	7.3916	16.7624	-0.0022	-0.0646	-0.1406
Si	9.1259	0.1333	14.6442	-0.0161	0.0354	0.0264
Si	1.0081	-5.2429	9.8285	-0.1613	-0.0665	-0.0502
Si	7.8612	-2.804	11.0195	-0.1038	0.0737	0.3092
Si	5.5002	0.7172	20.2295	0.0934	-0.1206	-0.1607
Si	4.7439	0.4169	15.3313	0.0397	-0.0111	-0.1073
Si	1.2103	0.2263	10.8948	0.0569	0.0577	0.2581
Si	5.3795	8.2512	15.0456	0.0531	-0.0033	-0.0682
Si	0.7582	1.4349	13.5128	0.014	-0.014	0.0729
Si	7.1453	4.4591	17.9684	-0.1696	0.0122	-0.3073
Si	0.9901	4.2808	12.5361	-0.0248	0.0166	0.0396
Si	2.9043	-0.8105	20.5649	0.077	-0.0218	-0.1011
Si	0.0443	-2.7355	11.2663	0.0256	-0.2444	0.1833
Si	8.6467	4.6419	20.6484	0.0824	0.0703	-0.1192
O	1.1818	-1.5925	7.9959	0.0083	0.0721	-0.2632
O	4.648	3.6846	21.2011	-0.252	0.1933	0.5061
O	3.4157	-2.9683	8.6342	-0.0425	0.0539	-0.1497
O	-0.7531	4.0136	23.1952	0.0598	0.0709	0.1415
O	7.3662	3.0264	17.1906	0.0089	0.0397	0.0741
O	5.6862	7.3696	22.0746	-0.114	-0.0544	0.5824
O	10.9242	1.7016	22.045	0.0556	-0.0705	0.3098
O	8.9231	-2.4361	7.1602	0.1622	0.163	-0.1103
O	0.5	-1.2283	10.9364	0.0211	0.0443	-0.1634
O	10.8041	7.4262	19.352	0.098	-0.0877	0.0884
O	6.0797	1.2181	15.7729	0.001	0.015	0.0793
O	6.5736	-1.3177	8.0732	-0.0114	0.0765	-0.2239
O	0.9161	4.987	18.8058	-0.0951	0.1615	0.2387
O	6.4107	1.1303	12.0815	0.0023	-0.0377	-0.1046
O	-1.5513	-2.7813	11.6043	-0.0331	0.01	-0.1015
O	6.386	1.0559	21.5538	0.0754	-0.0838	0.3397
O	7.6751	0.2412	17.7075	0.0112	-0.1146	0.1322
O	6.9919	-3.8956	11.8715	-0.007	0.0123	-0.1407
O	5.0355	-5.1208	8.9184	0.0316	0.0311	0.0378
O	1.5823	6.1923	21.1318	0.3614	-0.1687	0.4261
O	5.4295	2.0417	19.2763	0.0585	-0.0676	0.0676
O	2.4322	9.7163	19.0322	0.1794	-0.0042	0.3227
O	4.1007	1.7612	11.1665	-0.0627	0.0011	-0.2304
O	3.0709	2.551	8.8451	-0.2424	0.2579	-0.2491
O	10.0922	5.3541	20.7805	-0.0118	0.0711	0.1079
O	-1.1769	-0.2785	8.8034	0.0376	-0.1305	-0.0478
O	2.5173	0.1493	9.9335	-0.0138	-0.004	-0.1425
O	0.6606	8.9119	16.9996	0.1248	0.0201	0.1217
O	1.6623	-0.2543	21.4634	0.0185	0.0045	0.1149
O	1.8142	3.0743	17.0178	0.0054	0.0392	0.1029
O	8.3241	4.5787	19.0632	0.1454	0.0291	0.3379
O	6.9004	4.0227	8.2259	0.0336	-0.0002	-0.5061
O	-3.1157	-3.1851	9.4348	-0.0261	-0.1049	-0.2007
O	5.7031	4.5339	18.7411	-0.0151	-0.032	0.2351
O	-0.5394	0.5157	13.7418	0.0529	-0.0121	-0.0627
O	10.147	8.6261	21.4948	-0.0486	0.088	0.2985
O	0.1653	1.3578	10.3127	-0.0394	0.06	-0.1302
O	3.6611	8.8753	21.2916	0.0527	-0.0599	0.1542
O	8.7818	3.1092	21.2103	-0.0898	-0.0464	-0.0721
O	0.3054	-3.7732	10.0284	0.0177	0.0618	-0.1194
O	5.0735	-2.8349	13.4497	-0.0049	-0.0184	-0.1751
O	2.6344	-5.0975	9.995	0.1747	-0.0178	0.0245
O	3.9413	0.4395	20.5695	-0.0878	0.0264	0.1081
O	8.673	1.4036	15.5658	-0.0412	-0.0106	0.0471
O	9.4991	9.8557	15.6436	0.0256	-0.0398	0.0252
O	0.9623	-3.2228	12.5278	0.0363	0.0825	-0.0277
O	4.9	0.5845	8.8545	0.086	0.0142	-0.3512
O	4.5029	7.206	15.9475	-0.0607	-0.0097	0.0567
O	0.6075	-10.0007	7.3582	-0.0502	-0.2523	-0.1084
O	6.7782	8.5014	17.7238	0.027	0.112	0.1715
O	1.2105	0.5385	17.3825	0.0158	-0.1109	0.1515
O	4.5415	-3.3925	10.9076	-0.1287	-0.008	-0.2167
O	10.8119	-0.857	19.2237	0.0466	-0.0107	0.1481
O	2.7395	5.5889	17.0802	-0.0435	0.0009	0.1138
O	7.5242	5.5013	21.4705	-0.0921	0.0088	0.0553
O	4.3909	0.6566	13.7472	-0.0383	0.0302	-0.1529
O	3.9126	4.7872	14.8985	0.003	-0.0054	-0.0097
O	8.5058	9.1385	19.4565	0.0827	-0.0851	0.1252
O	6.0879	-0.6272	19.5214	-0.1247	0.113	0.1684
O	7.9842	-0.3152	13.5711	0.0341	-0.0184	-0.1451
O	6.9496	7.8127	15.28	-0.0395	0.0143	0.0438
O	3.2522	3.752	19.0327	0.049	-0.0875	0.155
O	3.5794	0.9888	16.3323	-0.0133	0.0258	0.0723
O	5.0164	3.1049	13.2092	-0.0438	-0.0315	-0.0524
O	0.5382	4.6613	11.0104	0.0218	0.0254	-0.0061
O	7.1436	-1.3533	11.2882	0.0282	-0.0044	-0.1082
O	8.2792	-0.6853	22.2849	0.0516	-0.0602	0.4314
O	-2.0935	2.2486	8.9644	-0.146	0.1526	-0.2121
O	-2.1736	0.7043	11.1375	0.1013	0.0258	-0.2352
O	0.3023	2.8785	12.9382	-0.0495	0.0045	-0.0019
O	10.6918	7.627	14.8447	0.0025	-0.0456	0.0045
O	9.1448	7.6088	16.8999	0.0426	0.0068	0.0929
O	2.2701	6.8757	14.7107	-0.0504	0.022	-0.0466
O	1.6736	0.6695	12.4022	-0.0302	-0.0432	-0.128
O	0.3909	-5.5663	13.5938	0.017	-0.0039	0.0032
O	1.5371	1.6063	14.9076	-0.0024	0.0198	0.0055
O	2.6187	4.1904	12.6475	-0.0429	0.0169	-0.0733
O	7.2043	5.8045	17.0243	0.0527	-0.0709	0.1142
O	4.9189	-5.3537	12.5787	0.0133	0.0814	-0.1218
O	4.9854	9.7542	15.5274	-0.0414	0.0188	0.0454

Results
free energy: -126869.491 eV
free energy less fixed offsets of O -568.88, Si -635.61 eV per atom: -1.011 eV

The program warned: the cutoff lies below the one the program advises for these potential files; the forces do not sum to zero within the program's tolerance; the exchange-correlation potential is rough where the density is thin.
